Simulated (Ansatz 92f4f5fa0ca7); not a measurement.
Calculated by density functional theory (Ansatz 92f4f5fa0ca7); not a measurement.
Periodic cell of 122 atoms, Si78O44, from a study of silicon, its oxide and their interface. The atomic structure is a simulated model.

Settings: functional r2SCAN; potential files Ansatz norm-conserving; basis plane waves; wave-function cutoff 1300 eV; density cutoff ratio 4; exchange-correlation grid ratio 1; k mesh 2 x 2 x 1, shifted by 0.5 0.5 0.5 of a step; self-consistency stop 5e-08 eV per atom in the density residual; occupations Fermi-Dirac, 0.05 eV; spin none; net charge 0.

Cell vectors (angstrom)
a 10.88 0 0
b 0 10.88 0
c 0 0 18.1806

Atoms and the computed forces on them: element, x, y, z (angstrom), force x, y, z (eV/angstrom)
Si -0.9079 -0.7327 -0.6806 1.1475 -1.8917 1.4711
Si 2.639 2.6131 0.3327 -1.3531 -0.0778 -0.1296
Si 0.7598 4.0334 -0.6217 0.904 0.3965 -1.1091
Si 2.1607 6.7742 -1.0932 -0.3569 0.4873 -1.9792
Si 4.7305 -1.0694 -0.3522 -0.3391 3.5758 3.4747
Si 7.7873 2.7016 -0.6122 -3.7275 -1.2854 -0.3466
Si 4.8814 5.4179 -0.6784 -0.7886 -0.8408 -0.8414
Si 7.42 8.5708 -0.9194 2.4912 0.0036 0.3215
Si 1.348 1.0027 1.7052 0.182 -0.5433 0.4839
Si 4.3135 4.1186 1.264 -1.0555 -1.8179 0.1958
Si 1.9671 7.3774 1.9268 1.5446 -0.2758 -1.2315
Si 3.7111 9.1275 1.8515 1.5453 -1.7274 -1.2662
Si 6.5801 1.3918 1.1089 1.0437 -0.6036 0.8257
Si 10.0018 4.1275 1.1069 -0.7507 -1.0341 0.8788
Si 7.1495 6.9316 0.9137 0.3443 0.1047 2.39
Si 10.3226 10.2338 1.7348 -0.0871 -0.1566 -1.005
Si 0.1348 2.638 2.7267 -0.1583 1.3532 0.5443
Si 2.9111 -0.1236 3.1281 -1.6221 0.5239 -0.0264
Si 0.2588 8.3163 2.978 -2.2848 -0.2986 -0.747
Si 3.018 5.3938 2.6665 -0.5183 0.8212 0.0495
Si 5.5674 2.7505 3.0492 1.2856 0.9873 -2.8309
Si 8.1264 0.2612 2.7178 0.73 -0.8628 -0.622
Si 5.8245 8.0249 2.8817 -1.7708 -0.4675 -0.9311
Si 8.6146 5.3039 2.6004 -1.1264 1.5606 -0.8599
Si 1.6363 4.1604 3.9824 -2.2662 -0.1108 -0.0882
Si 4.2541 1.348 4.213 -0.5151 -0.702 1.0656
Si 1.4334 9.3423 4.4947 1.2353 1.7276 0.3539
Si 4.0767 6.5349 4.3588 1.4222 0.6765 -1.2198
Si 7.1699 4.1642 4.2407 -0.8307 -0.7202 -0.2786
Si 9.353 1.6359 4.1065 0.3672 -0.6252 0.5428
Si 7.135 9.3332 4.2006 -0.0314 2.2444 -0.0476
Si 9.5174 6.8397 4.0246 1.4154 -0.0068 0.3507
Si -0.1901 -0.0313 5.2318 -0.3028 0.8802 1.4702
Si 2.6319 2.647 5.3306 1.0303 0.0955 1.2376
Si -0.0071 5.4049 5.3986 2.0479 -0.2556 -1.159
Si 2.7008 7.8827 5.7594 -0.0973 -0.3397 -0.0881
Si 5.5901 -0.1226 5.5713 1.0176 1.2329 -0.0072
Si 8.1569 2.7202 5.8586 1.0021 0.0137 -0.5388
Si 5.5937 5.3266 5.5791 -0.9221 -0.3229 0.2865
Si 8.3738 7.9675 5.6491 -0.5701 1.3242 0.7186
Si 1.4078 1.0704 6.6146 0.1304 1.0258 1.1569
Si 3.8639 4.0576 6.8617 0.8867 -0.4438 1.0132
Si 1.1919 6.5985 7.061 -0.9762 1.4316 -1.2405
Si 4.8492 8.7387 6.3373 -0.3202 -0.2235 0.5415
Si 6.6875 1.3988 7.2081 -0.9262 -0.3506 -0.5212
Si 9.9659 3.9896 6.9233 -2.4668 -0.6404 -1.4653
Si 6.4061 7.1134 6.8357 0.7783 -0.4157 -0.5929
Si 9.5649 9.7824 7.022 -0.4942 -0.3007 -1.8498
Si -0.0124 2.6199 8.5356 1.2305 -1.4903 3.3008
Si 2.4714 -1.5042 7.747 1.1975 1.3479 -0.9221
Si 0.1028 8.4444 8.1475 0.4454 -1.5199 1.827
Si 2.5265 5.4662 8.3827 1.1518 -1.9788 1.2271
Si 5.2651 2.9678 8.6995 -2.4468 -1.6614 -2.1931
Si 8.0012 -0.1281 8.3936 -0.8385 0.0946 -1.5255
Si 4.8566 8.2421 8.7526 0.5495 1.1989 1.2056
Si 6.7619 4.3064 9.6996 1.0058 0.0323 0.1223
Si 0.8676 4.3243 9.8497 3.2779 -1.5372 -0.2184
Si 2.8696 1.9621 13.1762 0.2365 -3.8586 -1.2498
Si 1.3193 7.95 10.2442 1.9678 0.8769 0.0809
Si 3.799 6.5926 10.1073 -1.9538 0.1349 0.4536
Si 7.7839 5.9258 8.2986 0.1619 0.7074 0.7752
Si 8.4253 1.5948 9.7798 -0.5559 1.0586 0.9031
Si 7.0344 9.1961 9.7743 -1.6918 1.0057 -0.5518
Si 8.709 7.7573 9.526 0.3449 -0.6142 -2.1559
Si 3.1084 0.6624 16.0263 -0.482 0.1518 -1.8123
Si -0.8244 1.0441 12.967 -0.2873 1.7897 -1.2877
Si 4.6237 2.1766 11.4379 -3.0612 2.7013 0.0214
Si 12.0596 10.0899 12.3912 -2.199 -2.7403 1.0885
Si -0.8822 1.8343 15.9708 4.1042 -2.9607 -0.3312
Si 7.2954 11.5198 11.6314 3.2665 2.1344 -0.5934
Si 5.3734 4.4767 11.6653 0.802 0.3494 0.1415
Si 6.8858 4.8171 13.5137 0.5887 -2.2287 -1.9515
Si 12.0496 14.3054 12.6786 -0.9887 0.3224 3.0066
Si 12.1335 -1.6776 15.4775 -1.0675 0.1774 -0.5849
Si -0.8159 6.2583 11.3125 1.5458 0.6715 -0.5083
Si 6.5804 4.2249 16.2276 -1.423 0.1064 0.8878
Si 8.1618 -4.3059 15.1987 -0.6959 0.5397 0.3476
Si 9.8993 5.4558 13.3791 2.7194 -4.1554 0.4519
O 1.1064 5.5517 -1.3279 0.2763 -2.5602 -0.5695
O 1.7202 -0.1392 -2.3192 0.3243 -0.895 -0.1977
O 3.0924 1.7162 -0.9877 0.291 1.2463 0.608
O -0.4084 1.1171 -3.6518 -1.2294 0.5724 1.6352
O 1.515 7.1198 0.3564 1.1766 0.995 -0.5877
O -0.5412 0.7965 -0.9606 -0.7811 -0.1359 -1.1563
O 5.7966 11.0061 0.4887 -2.4033 -1.025 -1.2725
O 3.7879 6.5024 -1.3837 0.1394 -1.7586 2.1778
O 5.8434 6.0678 0.429 0.9969 1.1331 -0.1343
O 5.8935 -1.9951 -0.767 0.6289 -2.0487 -1.6254
O 10.8128 -1.8304 -1.6564 -0.2501 1.205 -0.5514
O 15.0277 -0.4855 -1.742 0.8021 -0.2205 0.1596
O 7.8984 8.1064 -2.4324 -0.2543 -2.0736 0.2844
O 7.2658 -0.8935 -6.9388 -0.7359 -1.6863 0.4421
O 8.3605 9.9083 -0.758 -0.7172 -0.6184 -0.3127
O 1.1371 -1.7301 13.8208 -0.2231 0.7397 -0.1693
O -5.0646 1.2213 11.752 1.4192 -1.5127 1.2683
O 2.1193 11.2726 12.6335 1.9846 4.2832 0.8639
O 4.1835 2.124 9.8197 1.5991 0.6547 0.0876
O 9.7175 17.2732 14.6538 -1.4809 0.9527 1.0463
O -2.7744 3.2653 9.7625 -0.1278 -0.5766 0.0357
O 1.2293 12.4305 8.2944 -0.3502 0.3817 -3.2536
O 7.8152 5.3633 16.3773 0.5019 1.8836 -2.5821
O 10.0331 1.5458 9.5526 0.2899 1.5162 -0.4158
O 0.6478 4.582 13.7375 -2.6695 1.3061 -1.3796
O 8.906 5.2045 7.3417 -0.1208 0.2902 1.1628
O 12.5232 9.3532 11.0326 -0.0546 -0.1092 0.3066
O 8.9397 7.3973 11.0955 -0.0591 -1.2399 0.7508
O 13.4856 10.8741 6.7786 0.5877 -2.3198 1.8084
O -2.435 1.1272 12.777 -1.7314 -0.6589 -0.0465
O -2.2772 4.4317 13.2731 -1.813 0.0308 0.812
O 2.1489 7.8805 15.8081 -1.0119 0.1336 1.7791
O -0.3369 5.3679 9.9817 -2.3766 0.5021 1.44
O 4.204 5.7037 11.5789 0.645 0.3561 -2.0191
O 11.0816 -7.9842 16.4293 0.6742 3.1732 0.204
O 11.4168 7.1185 11.3685 0.6522 0.2911 1.0168
O 7.1023 6.3777 13.8714 0.7 0.5724 2.5196
O 1.7935 3.9268 11.3254 -1.2093 1.5084 -3.55
O 3.4796 12.2839 14.5853 -0.0012 0.1672 1.2392
O 8.5074 3.5042 18.6996 2.58 1.0772 0.6311
O 6.1533 3.7758 14.6491 1.9528 1.9294 0.4969
O 10.4312 10.5258 12.1689 1.7675 1.3609 1.1287
O 10.7276 2.5517 12.4236 -1.5525 -3.2062 -0.3053
O 8.5027 2.1747 16.1793 -1.6469 0.5963 -0.0867

Results
free energy: -29583.492 eV
free energy less fixed offsets of O -463.61, Si -117.95 eV per atom: 15.448 eV
pressure: -1.28 GPa
stress xx, yy, zz, yz, xz, xy (GPa, positive in tension): 1.08, 0.07, 2.69, -2, -1.3, 0.26

The program warned: the forces do not sum to zero within the program's tolerance.
